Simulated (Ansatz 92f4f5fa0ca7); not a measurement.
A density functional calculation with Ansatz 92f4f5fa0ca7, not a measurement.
Periodic cell of 219 atoms, Si133O78N8, from a study of silicon, its oxide and their interface. The atomic structure is a simulated model.
Doubt: the cutoff is far below the 930 eV that the study's wrapper takes by default for these files, so forces and energies are approximate.
This geometry differs little from another in the collection (a relaxation step or a small displacement).

Settings
functional: PBE
potential files: Ansatz PAW
basis: plane waves
wave-function cutoff: 580 eV
density cutoff ratio: 5
exchange-correlation grid ratio: 1
k mesh: 1 x 1 x 1, Gamma-centred
self-consistency stop: 5e-08 eV per atom in the density residual
occupations: fixed
spin: none
net charge: 0

Cell vectors (angstrom)
a  10.938  0  0
b  0  10.938  0
c  0  0  31.2116

Atoms: element, x, y, z (angstrom)
Si  -0.3124  0.095  23.4441
Si  5.5269  -0.2075  23.7571
Si  2.5578  2.9979  23.8795
Si  8.5179  2.5108  23.7025
Si  0.2553  5.1393  23.9297
Si  5.1591  5.6995  23.7085
Si  2.7214  7.643  23.6234
Si  7.8888  8.6391  23.7951
Si  1.3368  1.2448  24.8842
Si  6.8008  1.3856  24.9815
Si  4.1253  4.142  25.1662
Si  9.5573  4.0215  25.1513
Si  1.3544  6.7193  25.2521
Si  6.7508  6.9167  24.989
Si  3.9497  9.4174  24.9122
Si  9.5526  9.6443  25.0838
Si  2.7068  -0.0562  26.3391
Si  8.1786  0.061  26.4353
Si  0.0525  2.6535  26.4189
Si  5.4951  2.7288  26.4301
Si  2.7722  5.4434  26.5495
Si  8.1546  5.4984  26.3807
Si  -0.0221  8.2265  26.4317
Si  5.4162  8.2347  26.4104
Si  4.1018  1.3673  27.7933
Si  9.5708  1.3673  27.7933
Si  1.3673  4.1018  27.7933
Si  6.8362  4.1018  27.7933
Si  4.1018  6.8362  27.7933
Si  9.5708  6.8362  27.7933
Si  1.3673  9.5708  27.7933
Si  6.8362  9.5708  27.7933
Si  0  0  29.1606
Si  5.469  0  29.1606
Si  2.7345  2.7345  29.1606
Si  8.2035  2.7345  29.1606
Si  0  5.469  29.1606
Si  5.469  5.469  29.1606
Si  2.7345  8.2035  29.1606
Si  8.2035  8.2035  29.1606
Si  1.3673  1.3673  30.5278
Si  6.8362  1.3673  30.5278
Si  4.1018  4.1018  30.5278
Si  9.5708  4.1018  30.5278
Si  1.3673  6.8362  30.5278
Si  6.8362  6.8362  30.5278
Si  4.1018  9.5708  30.5278
Si  9.5708  9.5708  30.5278
Si  2.7345  0  0.6835
Si  8.2035  0  0.6835
Si  0  2.7345  0.6835
Si  5.469  2.7345  0.6835
Si  2.7345  5.469  0.6835
Si  8.2035  5.469  0.6835
Si  0  8.2035  0.6835
Si  5.469  8.2035  0.6835
Si  4.1018  1.3673  2.0507
Si  9.5708  1.3673  2.0507
Si  1.3673  4.1018  2.0507
Si  6.8362  4.1018  2.0507
Si  4.1018  6.8362  2.0507
Si  9.5708  6.8362  2.0507
Si  1.3673  9.5708  2.0507
Si  6.8362  9.5708  2.0507
Si  0  0  3.418
Si  5.469  0  3.418
Si  2.7345  2.7345  3.418
Si  8.2035  2.7345  3.418
Si  0  5.469  3.418
Si  5.469  5.469  3.418
Si  2.7345  8.2035  3.418
Si  8.2035  8.2035  3.418
Si  1.4771  1.3089  4.7091
Si  6.8585  1.3432  4.8333
Si  4.0472  4.2042  4.8402
Si  9.5207  4.1094  4.8328
Si  1.4026  6.7901  4.7836
Si  6.8214  6.7618  4.8813
Si  4.1575  9.5888  4.7539
Si  9.4862  9.6313  4.7078
Si  2.8953  0.0418  6.1625
Si  8.3046  0.0372  6.2696
Si  0.1008  2.6922  5.9487
Si  5.408  2.7444  6.0959
Si  2.7621  5.6205  6.3912
Si  8.1678  5.4044  6.4173
Si  -0.109  8.1777  5.8846
Si  5.4201  8.2308  6.1737
Si  3.8712  1.7519  7.5964
Si  10.2424  0.9944  7.3675
Si  1.49  3.8854  7.4069
Si  6.8052  3.7408  7.6673
Si  3.6634  7.5331  7.7464
Si  9.4998  7.0836  7.5202
Si  1.3004  9.5717  7.0514
Si  7.1608  9.2561  7.4143
O  10.7266  -5.0297  22.546
N  4.4911  1.9161  20.1114
N  3.8103  6.4611  22.8369
O  9.5322  1.3219  23.1531
O  6.665  4.7711  11.6816
O  11.2232  -0.271  7.7983
O  2.1334  6.5278  9.9683
N  2.0569  8.3338  8.0444
O  11.6051  4.1909  8.8013
N  -0.3845  6.6581  8.8926
O  11.0202  7.4655  12.6127
O  2.6279  2.7865  7.8513
O  8.9103  6.0409  12.0411
O  4.48  1.6411  9.1524
O  4.8691  4.7643  13.7444
O  1.5488  7.9729  22.4527
O  6.1717  5.0769  22.5825
O  4.8862  11.3923  22.3886
N  10.9044  10.2229  21.8418
O  12.3019  4.03  23.4062
O  -2.6913  3.4486  22.3733
Si  3.4258  8.8197  19.5053
Si  4.6778  1.5107  16.3041
Si  -1.2431  9.0684  21.2441
Si  6.3895  3.8306  17.099
Si  5.1831  0.5477  19.2219
Si  9.5014  2.2283  13.17
Si  4.2894  -3.0996  16.7718
Si  18.3935  1.0361  11.6332
Si  -3.7292  8.1424  14.6499
Si  10.7255  1.3293  18.264
Si  1.2279  -0.2454  20.6959
Si  11.5914  6.882  21.5444
Si  4.9251  -0.9621  14.7173
Si  8.1204  -0.293  18.909
Si  12.0054  11.3755  12.9537
Si  8.2721  -6.2841  11.4566
Si  3.4583  6.1683  21.1177
Si  -0.3476  5.0821  9.6943
Si  1.648  12.7762  15.7468
Si  3.7904  12.3307  21.6166
Si  8.9225  2.5863  9.3384
Si  3.5483  9.8723  11.8764
Si  10.4985  5.9383  12.5032
Si  15.9848  3.5894  19.8639
Si  7.3273  4.5328  21.587
Si  5.0644  4.809  12.0971
Si  9.1049  6.5061  19.8115
Si  14.411  -3.7924  10.6826
Si  9.5096  -6.7695  17.874
Si  10.7544  8.8122  11.7213
Si  12.0051  -3.3393  9.2778
Si  -5.6662  5.778  14.9869
Si  -0.2598  4.035  15.0817
Si  7.755  -2.0185  11.7807
Si  -5.7125  -8.2255  10.1502
Si  5.5324  8.9261  9.905
Si  -3.5351  -2.8919  17.4967
O  4.3449  -7.3273  11.2213
O  2.947  8.3658  11.65
O  12.1387  3.36  15.3316
O  4.4448  9.733  13.2092
O  4.1288  4.7961  20.5105
O  24.2589  11.5033  21.5073
O  4.0497  -4.4897  15.8915
O  9.2825  0.5753  18.1742
O  4.8214  0.6186  17.647
O  -0.5725  2.905  18.4362
O  8.0484  -3.2086  16.0029
O  8.7505  8.4292  22.4108
O  8.0533  8.3739  13.2917
O  11.1975  -5.7666  11.232
O  8.4921  1.5157  10.4814
O  10.7753  5.1733  13.9144
O  4.5745  10.0706  10.6207
O  5.9767  3.8174  9.1372
O  8.7496  -1.0897  20.1759
O  8.2216  1.2245  13.0802
O  3.1641  2.1099  16.2877
O  -0.8557  4.6986  16.4363
O  13.3596  11.075  12.0342
O  4.0446  9.0893  15.7555
O  3.4521  2.7008  22.5158
N  -1.9121  -6.6813  9.886
O  8.1665  5.7828  20.9583
O  0.6171  0.7373  19.5363
O  -6.4269  -0.886  19.6871
O  -2.6428  -2.7789  7.9497
O  18.5158  -1.3116  17.777
O  -6.6371  -4.7822  11.6397
O  1.9518  -1.5353  19.9554
N  4.4603  7.667  9.3349
O  6.2796  -5.8775  16.047
O  7.1168  -0.5265  11.6861
O  -1.701  8.9457  11.1305
O  6.565  3.6835  20.4404
O  7.9151  2.5535  8.0324
O  6.105  6.9955  14.2932
O  9.8346  5.3236  18.9718
O  6.6934  9.6634  23.2837
O  0.6667  -13.082  10.323
O  0.7028  1.1754  16.915
O  6.481  -1.3693  14.939
O  -4.8231  1.8628  11.2441
O  -1.9899  -7.4079  12.3966
O  12.5146  11.7257  14.4756
O  5.9558  2.5178  16.2364
O  3.9612  7.5686  20.4147
O  17.7552  0.5684  19.4182
O  11.1291  10.01  12.7626
O  3.2706  -2.7667  18.0022
O  15.7318  11.5579  14.9666
O  6.3514  -1.1762  8.7685
O  10.9323  12.5851  12.5651
O  7.9097  3.8102  17.7019
O  10.2528  1.8471  8.7875
O  9.7157  2.7534  14.6965
O  6.6003  -2.8071  10.9131
O  5.2397  14.8485  18.2699
O  -5.1404  7.7299  17.4231
O  -2.8272  7.2461  18.7269
N  -0.6  7.5862  20.5225
O  1.8399  6.0222  20.7997

Results
free energy: -131990.773 eV
free energy less fixed offsets of N -385.13, O -568.88, Si -635.61 eV per atom: -0.963 eV

Forces (eV/angstrom), in the order of the atoms: element, x, y, z
Si  -0.0048  0.0095  -0.0201
Si  0.0034  -0.0105  0.0008
Si  -0.0173  0.0184  -0.0332
Si  -0.0033  0.0146  0.0005
Si  -0.0068  -0.0185  -0.0342
Si  0.0044  -0.0125  -0.0483
Si  -0.0157  0.0132  -0.016
Si  0.0092  0.0294  -0.0576
Si  -0.0133  -0.0019  -0.0021
Si  0.0103  -0.0018  -0.0074
Si  0.0042  -0.0047  0.0127
Si  -0.0021  0  -0.0013
Si  0.0062  0.0257  0.016
Si  0.0115  -0.0121  0.0251
Si  0.0052  -0.0043  -0.0086
Si  0.0033  0.0048  0.0089
Si  0.0128  0.0046  0.004
Si  0.0035  0.0015  -0.0129
Si  0.0049  0.005  -0.0121
Si  0.0047  -0.0012  0.0012
Si  -0.0057  -0.0021  -0.0024
Si  -0.0012  0.0002  -0.007
Si  0.0011  -0.0024  -0.0013
Si  -0.014  0.0139  -0.0059
Si  -0.1107  -0.2821  -0.4983
Si  0.0789  0.114  0.2328
Si  -0.0068  -0.5696  0.3497
Si  0.0541  0.1293  -0.026
Si  0.3356  0.3076  0.5641
Si  -0.2557  0.0394  -0.2351
Si  -0.0504  0.0553  -0.077
Si  -0.1959  0.195  -0.1454
Si  -0.0396  -0.0483  -0.0124
Si  0.0142  -0.0655  0.0001
Si  -0.1439  0.0081  0.0207
Si  0.1508  0.0892  -0.0177
Si  -0.0668  -0.1172  -0.051
Si  0.0155  0.059  0.0233
Si  0.0362  0.0296  -0.0052
Si  -0.0363  -0.062  -0.0212
Si  0.0119  -0.0212  -0.0095
Si  -0.0407  0.0687  -0.0269
Si  0.0574  -0.0482  -0.0142
Si  -0.0397  -0.0117  0.0033
Si  0.0129  0.0222  -0.0376
Si  -0.0216  -0.0136  0.003
Si  -0.0179  -0.0159  -0.0028
Si  0.0369  0.0483  -0.0243
Si  -0.0298  -0.0163  0.0475
Si  0.0189  -0.0835  0.0396
Si  0.0157  0.039  -0.0271
Si  0.0261  -0.0336  -0.0211
Si  -0.0362  -0.0249  0.0455
Si  0.0335  0.0049  0.0507
Si  -0.0144  -0.0066  0.0049
Si  -0.0277  0.0632  -0.0325
Si  0.2012  0.25  -0.0027
Si  0.14  0.1131  0.0088
Si  -0.1302  -0.1577  0.0147
Si  -0.1027  -0.0964  0.0219
Si  0.1237  0.1245  0.0023
Si  0.0235  0.0236  0.0836
Si  -0.0816  -0.0392  -0.0055
Si  -0.1195  -0.1276  -0.0507
Si  0.1325  -0.0762  -0.3492
Si  0.4997  0.1398  -0.2166
Si  0.3809  0.4826  -0.2015
Si  -0.1844  0.0042  0.2376
Si  -0.0614  -0.2689  0.2285
Si  0.0118  -0.073  0.1822
Si  0.0292  0.0311  0.1133
Si  -0.6582  -0.2458  0.066
Si  0.0186  -0.0039  0.0076
Si  -0.0018  0.0005  0.0008
Si  -0.0063  -0.0055  0.0073
Si  0.0082  -0.0026  0.0097
Si  -0.0071  0.0053  -0.0034
Si  0.0008  0.0158  0.0124
Si  -0.0104  0.0025  0.0073
Si  -0.0015  0.0099  -0.0139
Si  -0.0107  0.0068  -0.0084
Si  0.0069  -0.0096  0.0043
Si  -0.0103  0.007  -0.0081
Si  -0.004  -0.0029  0.0055
Si  0.0239  0.0209  -0.0001
Si  -0.0151  -0.0172  -0.0017
Si  -0.003  -0.0102  -0.0207
Si  0.0014  -0.0242  -0.0087
Si  0.0072  0.0039  0.0128
Si  0.0088  -0.0192  0.0096
Si  -0.0139  -0.0271  0.0616
Si  0.0001  -0.0015  0.004
Si  0.0056  0.0002  0.0311
Si  0.008  0.0082  0.0428
Si  -0.0003  0.0148  0.0198
Si  0.0092  0.0107  0.0126
O  -0.0051  -0.0072  0.0112
N  -0.0082  -0.0033  0.0184
N  0.0119  -0.0042  0.0253
O  0.0112  -0.023  -0.0018
O  -0.0022  0.0037  -0.0002
O  -0.0068  0.0101  -0.011
O  -0.0053  0.0029  0.0064
N  0.007  0.0038  -0.0182
O  0.0111  0.0104  -0.045
N  -0.0136  0.0099  -0.0269
O  0.0021  0.0004  0.0003
O  -0.01  0.0125  -0.0063
O  -0.0016  -0.0016  0
O  -0.0088  -0.0107  -0.0177
O  0.0012  -0.002  -0.0073
O  0.006  -0.0027  -0.0002
O  -0.0128  0.0073  0.0101
O  0.0017  -0.0002  -0.0019
N  -0.0007  0.0229  0.0419
O  0.0165  -0.0191  0.0083
O  0.0056  -0.0056  0.0034
Si  0.0017  -0.0016  -0.0025
Si  -0.0043  0.0067  -0.0135
Si  -0.0114  -0.008  -0.0123
Si  0.0027  0.0004  -0.0055
Si  0.0026  -0.0065  -0.0086
Si  0.011  0.0014  0.0052
Si  -0.0031  -0.0027  -0.0022
Si  0.0056  0.0014  -0.0044
Si  -0.0003  0.0002  -0.0055
Si  0.002  0.005  -0.004
Si  0.013  0.0001  -0.0186
Si  0.0139  0.0007  0.0023
Si  0.0036  0.0066  0.0012
Si  -0.0024  0.0007  -0.0028
Si  0.0004  0.0077  0.001
Si  0.0022  -0.0011  0.0072
Si  0.0039  0.002  -0.0066
Si  0.0014  -0.0121  0.0035
Si  0.0067  0.0053  -0.004
Si  0.0013  -0.0026  -0.0093
Si  -0.0078  -0.0184  0.0062
Si  -0.002  0.007  -0.0069
Si  -0.0039  0.0005  0.0058
Si  -0.0009  0.0081  -0.0055
Si  0.0055  0.005  0.0059
Si  -0.0031  0.0002  0.007
Si  -0.008  -0.0142  -0.0101
Si  -0.0073  -0.0033  0.0063
Si  -0.001  -0.0005  -0.0046
Si  -0.0071  0.0041  0.0027
Si  0.0101  -0.0115  -0.0045
Si  -0.004  0.0015  -0.0004
Si  0.003  -0.0012  -0.0006
Si  -0.0017  0.0025  0.0032
Si  0.0104  0.0058  0.0035
Si  0.0003  -0.0006  0.0135
Si  -0.0016  -0.0024  -0.0073
O  0.0086  -0.0064  -0.0044
O  0  -0.0055  -0.0008
O  -0.0019  -0.0006  -0.0024
O  0.0022  0.0002  0.0001
O  0.0008  -0.0014  -0.0031
O  -0.0051  -0.0002  -0.0099
O  0.0017  0.0015  -0.0026
O  -0.0009  -0.0002  -0.0023
O  0.0016  -0.0045  0.0077
O  -0.0008  -0.0026  -0.0036
O  -0.0006  0.0012  0.0023
O  -0.011  -0.0055  0.0257
O  0.0009  0.0031  -0.0098
O  -0.0026  -0.0035  -0.0072
O  0.0024  0.009  -0.0151
O  -0.0026  0.0021  -0.0031
O  0.005  0.0035  -0.0008
O  0.0048  -0.0047  -0.0084
O  0.0045  -0.0066  0.0001
O  -0.0067  -0.0078  0.0008
O  -0.0005  -0.0009  -0.0016
O  -0.0018  0.0001  0.002
O  0.0026  -0.0018  -0.0007
O  -0.0014  -0.0011  -0.001
O  -0.0037  0.0061  0.0071
N  0.0129  0.0034  -0.0186
O  -0.0038  -0.0002  -0.0029
O  0.0019  -0.0047  0.0014
O  -0.0003  0.0047  -0.0041
O  0.0051  0.0021  -0.0104
O  0.0027  0.0031  0.0011
O  0.0026  0.0028  -0.001
O  -0.0051  0.0035  -0.0017
N  -0.0044  -0.0031  -0.0445
O  0.0008  -0.0015  -0.0005
O  -0.0034  -0.0127  -0.0004
O  0.0005  -0.0001  0.0031
O  0.0016  -0.0027  -0.0064
O  0.0125  0.0064  0.0179
O  -0.0003  0.0013  -0.0026
O  -0.0001  0.0068  -0.0019
O  0.0063  -0.0013  0.0111
O  0.0033  -0.0003  -0.0046
O  -0.0037  -0.0041  0.0046
O  0.001  -0.0004  0
O  -0.0163  0.0155  -0.0055
O  -0.0067  0.01  -0.0071
O  -0.0019  -0.0015  -0.0042
O  0.0002  0.0019  0.0019
O  -0.0025  -0.004  -0.0045
O  -0.0002  0.0017  -0.004
O  -0.0023  -0.0052  -0.0023
O  -0.0024  0.002  0.0028
O  0.0006  -0.0044  -0.0036
O  0.0029  0.0019  -0.0083
O  -0.0004  -0.0004  0.0001
O  0.0012  0  0
O  -0.0122  0.0043  -0.0047
O  -0.0009  0.0021  -0.0048
O  -0.0052  0.0023  -0.0004
O  -0.0023  -0.0004  -0.0044
O  0.0025  0.0019  -0.0028
O  0.0071  0.0002  0.0037
N  0.0051  0.0119  0.0046
O  -0.0118  0.0038  -0.0069

The program warned: the cutoff lies below the one the program advises for these potential files; the exchange-correlation potential is rough where the density is thin.
